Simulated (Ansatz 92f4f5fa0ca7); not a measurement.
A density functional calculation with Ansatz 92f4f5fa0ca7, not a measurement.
Periodic cell of 199 atoms, Si117O82, from a study of silicon, its oxide and their interface. The atomic structure is a simulated model.

Settings: functional r2SCAN; potential files Ansatz norm-conserving; basis plane waves; wave-function cutoff 1300 eV; density cutoff ratio 4; exchange-correlation grid ratio 1; k mesh 2 x 2 x 1, shifted by 0.5 0.5 0.5 of a step; self-consistency stop 5e-08 eV per atom in the density residual; occupations Fermi-Dirac, 0.05 eV; spin none; net charge 0.

Cell vectors (angstrom)
a	11.4446	-0.1642	-0.0421
b	0.0426	11.5981	-0.2016
c	2.301	3.4546	31.5289

Atoms: element, x, y, z (angstrom)
Si	9.0214	9.0171	1.7693
Si	9.0616	3.8476	1.2083
Si	7.1254	6.4147	3.6107
Si	2.2283	9.9415	2.4111
Si	0.6485	3.0868	1.5105
Si	1.5693	5.9888	2.231
Si	3.1022	8.2492	0.9968
Si	4.7934	3.1717	1.6763
Si	4.9806	6.2829	2.3552
Si	0.0931	9.9474	3.5904
Si	0.5225	2.4989	3.8516
Si	-0.41	6.4187	3.5555
Si	4.1331	10.1546	3.7715
Si	2.855	2.4716	4.0551
Si	3.2815	6.2538	3.9355
Si	6.6867	10.0595	3.659
Si	7.3092	2.6078	3.5293
Si	9.032	6.6637	2.3356
Si	-0.1941	0.4436	4.9708
Si	-0.2701	4.4731	5.0051
Si	-0.2337	8.2294	5.0879
Si	3.5581	0.5013	5.2768
Si	3.4071	4.4213	5.3556
Si	3.5212	8.22	5.1796
Si	7.29	0.5219	4.8642
Si	7.1723	4.4747	5.0517
Si	7.2135	8.2321	5.0974
Si	-2.1773	0.5965	6.2866
Si	9.1983	4.3264	6.2889
Si	-2.1797	8.3538	6.4269
Si	1.5539	0.4244	6.5798
Si	1.4518	4.5168	6.6
Si	1.6144	8.2344	6.5641
Si	5.5275	0.5488	6.4808
Si	5.385	4.4354	6.552
Si	5.3718	8.1906	6.6114
Si	9.2988	10.2016	7.5742
Si	9.2415	2.3445	7.6571
Si	9.2242	6.1815	7.758
Si	1.5812	10.1496	7.9156
Si	1.4787	2.4591	7.8019
Si	1.5253	6.3621	8.0701
Si	5.4329	10.1665	7.8022
Si	5.3305	2.4359	7.8122
Si	5.4799	6.2974	8.0388
Si	-0.3769	10.2651	9.2158
Si	-0.3476	2.4964	9.2518
Si	-0.4382	6.2818	9.3365
Si	3.5807	10.1602	9.2155
Si	3.4035	2.4311	9.1323
Si	3.5056	6.3422	9.3707
Si	7.4649	10.1622	9.0826
Si	7.3346	2.4464	8.9729
Si	7.4542	6.2741	9.2985
Si	-0.452	0.644	10.8118
Si	-0.4709	4.3325	10.7872
Si	-0.7203	8.3057	10.5426
Si	3.3967	0.5371	10.5915
Si	3.4198	4.2675	10.5625
Si	3.3265	8.2626	10.6923
Si	7.3014	0.5991	10.4794
Si	7.3062	4.1808	10.4653
Si	8.2151	8.2885	10.4506
Si	8.9768	1.006	11.9655
Si	7.7624	4.6521	13.9327
Si	7.3428	8.7824	12.5628
Si	1.5436	0.5713	12.1297
Si	1.5975	4.3055	12.0689
Si	1.2622	8.2415	12.0675
Si	5.4299	4.2589	13.8849
Si	5.336	3.5989	11.6213
Si	4.8986	8.3327	12.5293
Si	10.6468	10.4207	15.3145
Si	8.9761	3.6	12.0831
Si	12.3876	5.2861	15.6527
Si	1.6637	10.1789	13.32
Si	2.0304	2.404	13.5012
Si	1.7804	6.2117	13.4781
Si	5.3679	12.7366	11.4746
Si	5.2712	0.3589	13.9104
Si	4.1373	6.3906	13.7713
Si	8.1368	10.9414	13.4116
Si	1.2121	3.0985	16.2183
Si	9.4329	4.4142	15.569
Si	3.9543	10.0511	13.9361
Si	4.1974	2.3292	14.6686
Si	4.7286	7.7444	15.5793
Si	10.228	13.363	16.5269
Si	7.6419	6.9278	14.6667
Si	8.1971	6.4797	16.9009
Si	5.7812	8.5706	20.6585
Si	8.2628	7.156	21.9081
Si	14.966	11.4086	18.6257
Si	1.4041	6.3481	18.6519
Si	10.5212	7.1702	20.0627
Si	10.7251	12.1757	21.2947
Si	3.2566	2.2846	16.8816
Si	12.9548	1.2136	22.8072
Si	15.2658	13.327	20.8901
Si	14.2321	8.7143	20.0906
Si	9.6814	9.0988	17.918
Si	7.7448	3.1307	28.7041
Si	3.6814	15.3483	31.625
Si	7.5587	4.5958	31.1036
Si	10.7327	7.7559	22.9521
Si	0.7155	2.8977	31.1726
Si	10.4798	14.0102	23.5114
Si	9.5229	5.248	23.822
Si	3.7347	4.3289	19.2169
Si	6.02	11.6599	20.0812
Si	5.8489	2.3857	30.6402
Si	8.8154	11.9383	18.8328
Si	9.2795	3.4764	26.1827
Si	5.5404	6.648	18.3168
Si	10.459	5.0822	31.1132
Si	10.5275	3.3912	28.8281
Si	12.3018	9.9227	22.396
O	10.2126	9.7666	2.5319
O	7.571	9.7092	2.2005
O	10.6055	3.4453	0.9447
O	8.5943	3.1036	2.6061
O	6.1089	2.6184	2.4953
O	3.5049	2.6842	2.5406
O	8.3467	7.7897	13.509
O	9.3174	10.4266	14.4287
O	11.9953	10.1155	14.486
O	10.7725	5.2365	15.0699
O	9.0945	5.1195	17.0657
O	10.7497	11.9555	15.8658
O	0.9534	2.4723	14.7273
O	0.0853	2.6461	17.329
O	6.2665	7.781	15.1659
O	10.5907	6.6648	31.4334
O	0.1366	4.3019	31.7876
O	6.0073	7.9811	19.1229
O	9.0738	4.8744	25.3645
O	3.4306	16.9971	31.8284
O	10.001	12.2484	19.8791
O	6.2478	10.1436	20.7401
O	2.3138	14.5446	31.2644
O	2.0236	11.3282	1.4476
O	1.5231	4.447	1.5879
O	4.5736	7.5208	1.321
O	4.6145	2.553	0.1822
O	6.902	3.2336	31.616
O	5.5576	12.5152	31.0702
O	12.1484	12.8562	21.2394
O	9.6262	14.4204	15.4308
O	6.9357	11.6496	14.3008
O	13.5537	7.413	19.2922
O	12.06	2.0584	23.9135
O	10.5949	8.56	19.1533
O	4.1143	9.3	15.4954
O	2.2558	4.9984	19.0112
O	3.0933	0.6712	17.4403
O	6.7111	7.6699	21.6868
O	8.2994	5.7959	22.8638
O	5.2726	12.6962	21.1059
O	6.8047	5.9974	17.6441
O	4.0272	3.2657	18.0196
O	8.7493	7.8119	17.6224
O	14.4638	13.3197	22.3117
O	9.8948	12.8704	22.5404
O	11.7547	8.852	23.4765
O	9.063	13.0075	17.6419
O	13.2662	9.2477	21.3007
O	13.0413	11.1846	23.1116
O	8.8247	10.4224	18.3004
O	10.5545	9.4306	16.6113
O	7.9162	3.1964	27.0402
O	15.3844	14.9032	20.3673
O	1.226	6.4223	17.0066
O	4.194	8.4954	20.846
O	9.6667	2.2482	25.1507
O	9.0855	4.4968	31.6259
O	10.6054	6.4318	23.9515
O	14.3312	9.9475	18.9385
O	10.2366	3.8843	23.1576
O	14.4624	12.4782	19.7687
O	4.5157	7.1576	17.1011
O	5.104	11.4687	18.7341
O	-0.0794	6.2605	19.2604
O	4.5498	3.3675	30.5327
O	11.3117	7.3224	21.5183
O	11.8433	2.6189	29.5599
O	1.9962	7.0291	0.9484
O	4.7777	5.5292	19.2102
O	8.8558	5.4536	1.1983
O	7.4693	4.6289	29.4703
O	7.4692	12.2525	19.6379
O	10.5911	3.5396	27.2467
O	4.966	4.8388	1.5501
O	9.2324	2.6213	29.2618
O	6.5169	2.1594	29.1968
O	0.0572	1.5661	31.946
O	9.1916	8.2686	22.6672
O	10.9663	10.5845	21.6052
O	8.9657	6.8333	20.4513
O	10.5329	4.9319	29.4198

Results
free energy: -51834.005 eV
free energy less fixed offsets of O -463.61, Si -117.95 eV per atom: -17.835 eV
pressure: -2.37 GPa
stress xx, yy, zz, yz, xz, xy (GPa, positive in tension): 0.91, 3.78, 2.41, -1.25, -0.14, -0.91

Forces (eV/angstrom), in the order of the atoms: element, x, y, z
Si	-1.0467	1.1362	-2.5232
Si	0.5074	-0.8065	-0.5331
Si	-0.8006	-0.0478	0.282
Si	0.4354	0.6741	-0.6136
Si	-2.4229	0.7224	1.1611
Si	0.0912	0.3201	-0.6436
Si	-0.0085	-0.1037	-0.8755
Si	0.1593	1.2415	0.5036
Si	0.4749	-0.2929	0.1959
Si	-0.5422	0.847	-0.0287
Si	-0.5507	-0.318	-0.2414
Si	0.4927	-0.3611	0.0855
Si	-0.3962	0.0004	0.7731
Si	1.0145	0.189	0.345
Si	-0.0318	-0.3209	-0.5459
Si	0.8791	-0.4739	-1.3197
Si	0.8876	0.847	1.0445
Si	-0.0202	-0.3778	-0.2515
Si	0.534	0.2406	-0.1381
Si	-0.1847	0.0361	-0.3178
Si	0.2521	-0.4469	0.26
Si	-0.3233	-0.1599	-0.4391
Si	-0.3325	-0.253	-0.4026
Si	0.0752	0.5075	-0.101
Si	0.2804	0.1584	0.0065
Si	0.3475	-0.288	-0.5218
Si	-0.2759	0.0431	0.4234
Si	-0.0342	-0.1428	-0.23
Si	0.0627	-0.3138	0.0871
Si	-0.3581	-0.2869	-0.2651
Si	0.0978	-0.322	0.1154
Si	0.1532	-0.0555	0.3821
Si	-0.3376	-0.0838	0.1001
Si	-0.3166	-0.1195	0.4343
Si	-0.0059	-0.1445	0.3903
Si	0.5092	-0.6255	-0.3811
Si	-0.069	0.2	0.313
Si	0.2435	0.342	-0.1754
Si	0.1608	0.0415	-0.336
Si	0.2488	0.6574	-0.2832
Si	0.1921	0.109	-0.069
Si	0.3892	-0.1655	-0.4654
Si	0.6665	0.4366	-0.1325
Si	0.5679	0.2561	-0.1495
Si	-0.5277	0.39	-0.2033
Si	0.0566	0.0819	0.0667
Si	-0.5148	-0.2792	0.3117
Si	-0.0569	0.3036	0.3039
Si	-0.8218	-0.3748	0.0062
Si	-0.5489	-0.314	-0.0714
Si	0.0841	-0.5576	-0.0903
Si	0.1147	-0.1634	-0.1416
Si	-0.2525	-0.6977	0.0553
Si	0.119	0.0515	0.4205
Si	0.0124	0.1168	-0.3276
Si	0.2089	-0.1027	0.2543
Si	-0.0282	0.0387	-0.2241
Si	-0.5654	0.4527	0.0391
Si	-0.449	0.6047	-0.14
Si	0.3694	0.3715	0.2445
Si	-0.5152	0.2824	-0.7337
Si	0.4098	0.1871	0.3839
Si	-0.1869	0.0204	-0.0812
Si	0.4063	0.11	0.7271
Si	0.3597	0.2811	0.2682
Si	0.3748	0.131	-0.7694
Si	0.1548	-0.6206	-0.2539
Si	-0.0978	-0.1065	0.062
Si	0.0109	-0.4265	-0.06
Si	-0.3633	0.1052	-0.185
Si	0.5346	-0.2935	0.4443
Si	-0.0283	-0.1219	-0.3239
Si	0.5316	1.219	0.8892
Si	-0.4449	-0.1687	-0.6669
Si	-0.7705	0.3775	-0.7574
Si	-0.2837	0.5716	-0.357
Si	0.3657	0.2449	-0.9623
Si	0.4175	0.0436	0.0265
Si	0.662	0.1458	0.1654
Si	1.3881	0.3424	0.3171
Si	-0.0257	0.0519	0.3001
Si	0.2576	0.4351	-0.0183
Si	0.428	0.9903	0.6701
Si	-0.7958	1.1996	0.3577
Si	0.2419	-1.3348	1.3733
Si	0.207	0.1639	0.3227
Si	-2.0779	0.1243	0.6181
Si	-0.8352	-1.5615	0.094
Si	-0.8083	-0.7944	0.9222
Si	-0.3196	-0.2189	0.5323
Si	1.6539	0.2151	-1.1507
Si	-1.2026	-0.2863	0.1039
Si	-1.5545	0.5048	-0.3593
Si	0.1075	-1.5011	-1.1537
Si	0.4948	1.1819	0.2646
Si	-1.9788	-1.8162	0.0436
Si	0.8592	-0.6774	0.9488
Si	-1.0378	-1.5505	2.2517
Si	0.6338	0.7754	-0.4746
Si	-1.5924	0.6804	-0.9568
Si	0.0284	-0.5786	0.4208
Si	0.2499	0.6357	-0.3992
Si	-1.2814	0.8957	-0.5092
Si	0.4328	1.8724	0.2732
Si	-0.8913	-1.3842	0.8845
Si	-0.9114	-1.4919	1.4752
Si	1.0623	-1.6238	1.4345
Si	-0.0493	-0.7365	0.0784
Si	-0.8781	-0.9534	0.3559
Si	0.7332	-0.931	-0.012
Si	-0.4049	-0.3354	1.4055
Si	0.595	0.7971	0.3712
Si	1.2386	-0.5276	0.5099
Si	-1.4999	1.1175	-0.6335
Si	0.6043	1.0975	-2.6399
Si	3.6589	1.3046	1.0844
Si	-0.6107	1.9638	-1.0627
O	1.2732	0.1066	0.952
O	-0.5677	-0.0487	1.4905
O	0.6714	0.0169	0.5888
O	0.1768	-0.0148	-0.1796
O	-1.9804	-0.0758	-1.3958
O	0.2808	0.0796	-0.1502
O	-0.4643	0.9862	-0.1334
O	-0.5832	-0.4447	-0.4282
O	-0.2597	-0.1545	0.2342
O	0.5026	-0.4072	0.8333
O	0.4104	-0.314	-1.1538
O	-0.3923	0.5944	0.3562
O	-0.6396	-0.266	0.5954
O	-0.294	0.0836	-0.1367
O	2.5022	-0.1057	-0.4961
O	0.0131	-0.1342	0.9375
O	0.4317	-0.3665	0.1295
O	-0.2056	-0.1493	1.1598
O	0.1838	-0.5796	-0.85
O	0.9595	-2.2237	-0.9832
O	0.1104	0.0139	0.0632
O	-0.3426	0.3976	-0.2819
O	1.1201	0.3859	0.5107
O	0.1916	-0.6114	0.644
O	0.5605	1.2548	0.0704
O	-0.4274	0.2612	0.1845
O	0.729	-1.1323	0.1254
O	-1.0569	-1.1467	-0.3117
O	0.0629	0.0155	0.7092
O	0.8899	0.8769	-0.5081
O	0.4558	-1.3335	0.8688
O	-1.4175	0.1991	-0.6569
O	1.6799	2.6107	1.2169
O	0.0046	-0.005	-0.8274
O	-0.1437	-0.2332	0.6451
O	0.2535	-0.3066	-0.9231
O	0.0428	-0.1729	0.0227
O	0.1592	1.0159	-0.1289
O	0.3046	0.2766	-0.3513
O	0.3764	0.2774	-0.1437
O	-0.4204	0.2834	-0.3833
O	1.4106	-0.1358	-0.792
O	-0.5902	-0.7116	-0.9696
O	-0.2268	0.1171	-0.0609
O	1.1776	0.445	-0.5027
O	0.047	-0.3224	-1.2322
O	0.2171	0.4614	0.4952
O	0.7263	0.2329	-0.9291
O	0.7962	-0.4429	-0.7465
O	0.062	1.2817	-0.533
O	0.1374	-0.5339	-0.0157
O	0.2216	0.2145	-0.8551
O	-0.056	0.0971	1.6152
O	-0.1352	-0.7614	0.0755
O	-0.0458	-0.1953	0.1734
O	-0.9032	-0.1058	0.1839
O	-0.2456	1.2176	0.1004
O	-1.2845	-0.0268	0.2192
O	0.5316	1.3386	-0.8447
O	0.0793	-1.0525	1.0041
O	-0.9302	2.1745	0.2079
O	0.163	-0.34	-0.0108
O	0.6077	-0.0309	0.4618
O	1.5246	0.0611	0.7739
O	-0.8071	-0.5622	0.2813
O	0.5519	0.0044	0.2693
O	-0.5142	-0.4634	-1.6918
O	-1.4932	0.7371	-1.1874
O	-0.2271	-0.8087	0.8583
O	0.8493	0.9193	-0.0128
O	0.0865	-0.0407	0.063
O	0.1878	-1.6476	-0.7361
O	-1.3062	-0.2699	0.1777
O	-1.3204	-0.099	-1.7994
O	-0.2678	-1.3502	0.1196
O	-3.0983	-0.825	0.046
O	1.108	0.5493	-0.945
O	0.2035	0.3341	0.6161
O	0.0888	-0.3511	0.0693
O	0.9884	-0.3838	0.7879
O	0.1793	-0.0371	0.2125
O	-0.1606	-0.6479	1.8337

The program warned: the forces do not sum to zero within the program's tolerance.
